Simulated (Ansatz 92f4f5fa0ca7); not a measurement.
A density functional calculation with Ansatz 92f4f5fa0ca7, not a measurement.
Periodic cell of 226 atoms, Si133O92B1, from a study of silicon, its oxide and their interface. The atomic structure is a simulated model.
Doubt: the cutoff is far below the 930 eV that the study's wrapper takes by default for these files, so forces and energies are approximate.
This geometry differs little from another in the collection (a relaxation step or a small displacement).

Settings
functional: PBE
potential files: Ansatz PAW
basis: plane waves
wave-function cutoff: 580 eV
density cutoff ratio: 5
exchange-correlation grid ratio: 1
k mesh: 1 x 1 x 1, Gamma-centred
self-consistency stop: 5e-08 eV per atom in the density residual
occupations: fixed
spin: none
net charge: -1 e, with a uniform compensating background and no finite-size correction

Cell vectors (angstrom)
a	10.938	0	0
b	0	10.938	0
c	0	0	31.9494

Atoms: element, x, y, z (angstrom)
Si	10.6286	0.004	24.4402
Si	5.0751	0.1269	24.6856
Si	2.8176	2.2935	24.5504
Si	8.5675	2.4364	24.5868
Si	10.702	5.5835	24.3603
Si	5.155	5.6158	24.4719
Si	2.9856	7.9534	24.43
Si	8.4126	7.8284	24.4383
Si	1.2926	1.1319	25.861
Si	6.8153	1.3298	25.7588
Si	3.9821	4.0118	25.748
Si	9.6856	4.0217	25.8792
Si	1.3357	6.793	25.6865
Si	6.8004	6.7239	25.7729
Si	4.0006	9.4679	25.9766
Si	9.4815	9.441	25.8161
Si	2.6365	-0.1286	27.3132
Si	8.1394	-0.0654	27.1662
Si	0.0812	2.6535	27.2383
Si	5.4529	2.7249	27.1326
Si	2.6653	5.4157	27.13
Si	8.1894	5.3761	27.162
Si	0.0097	8.154	27.1519
Si	5.512	8.144	27.2059
Si	4.0866	1.3306	28.5236
Si	9.548	1.3155	28.5361
Si	1.391	4.0674	28.5918
Si	6.8052	4.0644	28.5528
Si	4.0819	6.779	28.5147
Si	9.5582	6.7894	28.5157
Si	1.2945	9.4846	28.6481
Si	6.8269	9.5396	28.5864
Si	-0.0439	-0.0254	29.9694
Si	5.456	-0.008	29.9222
Si	2.7809	2.7178	29.9374
Si	8.1909	2.7056	29.9025
Si	-0.0149	5.4404	29.9173
Si	5.4498	5.4498	29.924
Si	2.7356	8.1396	29.9355
Si	8.2264	8.1861	29.9201
Si	1.3683	1.3775	31.2809
Si	6.8269	1.3715	31.2899
Si	4.1179	4.09	31.3346
Si	9.5495	4.0859	31.2847
Si	1.3551	6.8086	31.3033
Si	6.8319	6.8427	31.2732
Si	4.0881	9.5612	31.2809
Si	9.5531	9.5507	31.3498
Si	2.7435	0.0174	0.698
Si	8.2093	0.0509	0.7264
Si	0.0135	2.7538	0.7141
Si	5.5162	2.757	0.7549
Si	2.7161	5.4604	0.7319
Si	8.2059	5.4952	0.6999
Si	0.0152	8.1894	0.7551
Si	5.4802	8.2295	0.708
Si	4.1097	1.3922	2.0774
Si	9.5804	1.4284	2.1078
Si	1.3097	4.1667	2.1252
Si	6.8988	4.139	2.1156
Si	4.0935	6.859	2.0587
Si	9.5996	6.8021	2.1252
Si	1.3745	9.619	2.0794
Si	6.8377	9.6384	2.0653
Si	0.03	0.0582	3.4679
Si	5.5084	0.0753	3.4615
Si	2.715	2.7746	3.4054
Si	8.4256	2.9662	3.5214
Si	-0.1367	5.3577	3.639
Si	5.4905	5.5316	3.4312
Si	2.7216	8.229	3.4214
Si	8.241	8.278	3.3849
Si	1.3374	1.5074	4.8499
Si	6.9633	1.5439	4.7029
Si	4.0692	4.1583	4.7546
B	9.6199	4.1031	4.7385
Si	1.3206	6.9331	4.8358
Si	6.9041	6.9455	4.7434
Si	4.1081	9.5856	4.7855
Si	9.6201	9.5938	4.8256
Si	2.7576	0.0705	6.1091
Si	8.2952	0.1376	6.0697
Si	-0.1426	2.9673	6.1194
Si	5.529	2.8502	6.067
Si	2.7615	5.5961	6.1353
Si	8.3855	5.4468	5.8232
Si	0.0326	8.3222	6.3644
Si	5.5362	8.3048	6.1948
Si	4.4388	1.1893	7.3012
Si	9.8232	1.2368	7.5186
Si	1.1417	4.5021	7.4388
Si	6.6858	4.5764	7.1782
Si	4.3454	6.7237	7.4883
Si	9.7151	6.5981	7.4314
Si	1.2732	9.9853	7.6582
Si	6.7305	9.9797	7.3766
O	9.5843	1.2411	23.9964
O	4.102	6.803	23.9557
O	4.009	1.2397	24.0478
O	9.5304	6.6962	23.9097
O	-0.0077	5.5888	8.0003
O	5.5858	0.1388	7.901
O	0.0968	0.182	8.0758
O	5.5736	5.643	7.8335
O	7.6102	4.0353	8.424
O	8.6876	7.0382	8.6911
O	2.1716	9.4805	9.0118
O	8.8955	1.7254	8.8532
O	7.6169	9.4844	8.6918
O	3.6236	1.8065	8.5941
O	3.6072	7.2461	8.9098
O	1.9996	3.9495	8.7646
O	8.1417	3.4862	23.3699
O	0.4423	4.9221	22.9681
O	1.9012	2.7338	23.2472
O	5.8344	4.9088	23.133
O	5.5227	10.0018	23.5076
O	2.4435	8.6897	23.0347
O	0.1918	10.0728	23.0933
O	7.7785	8.5737	23.0884
Si	8.6611	7.6999	18.4459
Si	8.7825	6.342	13.6206
Si	3.8023	1.5357	14.7097
Si	2.1343	5.7442	17.6241
Si	2.4131	3.1425	19.4998
Si	9.808	9.0042	12.0441
Si	1.3322	9.4203	22.0934
Si	9.1804	0.9402	13.1704
Si	1.4245	5.0503	13.0145
Si	1.7959	8.2498	12.7795
Si	6.6497	9.5563	22.4403
Si	4.526	4.5983	15.6919
Si	8.2086	3.0459	9.5338
Si	0.8455	8.245	19.2692
Si	6.9524	1.3493	21.0965
Si	8.2149	8.2953	9.6218
Si	10.8883	5.2038	15.6
Si	7.5727	9.4925	16.3089
Si	9.9326	2.0529	20.2955
Si	3.2127	8.5273	9.8706
Si	6.6935	3.3554	17.409
Si	1.1687	0.2049	19.8098
Si	3.2349	2.8135	12.2661
Si	7.2184	5.3969	19.6947
Si	5.7462	8.6627	11.514
Si	5.7814	6.0662	13.1727
Si	4.6385	9.7062	17.6144
Si	1.018	3.5935	22.1885
Si	4.8983	1.4839	18.8042
Si	3.161	3.0735	9.4801
Si	6.4573	10.8049	13.7731
Si	10.3548	0.1074	15.9528
Si	5.644	3.6621	11.1018
Si	9.8388	3.8813	11.8934
Si	2.3495	9.9182	15.5214
Si	6.0786	8.1303	19.8042
Si	6.9367	3.9728	22.3919
Si	9.7546	2.7725	17.3562
O	7.1906	6.3648	13.9557
O	1.8841	7.0544	18.679
O	10.2942	4.0306	16.5189
O	6.1735	9.9593	17.0495
O	10.1562	0.6741	14.444
O	8.4493	6.1199	18.8708
O	5.1797	0.6793	14.4156
O	5.7199	2.0604	17.5281
O	8.3473	1.9382	20.5453
O	1.9954	4.2988	18.4078
O	6.9461	2.8133	10.5824
O	4.869	2.7044	12.1777
O	6.0247	4.397	16.3453
O	4.5175	3.9395	9.9157
O	10.6895	2.7697	21.5517
O	9.7174	6.1555	14.9647
O	6.0108	6.4934	19.8468
O	4.0871	0.1709	18.2739
O	9.2551	10.5303	12.2455
O	2.8547	4.3535	12.6956
O	1.9133	10.7005	21.2158
O	3.9916	2.7186	19.3908
O	0.7395	10.0382	15.9564
O	1.2818	9.801	18.8393
O	1.7122	1.6616	19.2795
O	8.9469	10.3793	16.4864
O	4.8788	8.5869	18.7878
O	9.5642	8.7107	10.4598
O	6.7466	4.0951	18.8566
O	2.8519	1.7185	13.3855
O	5.8292	8.7789	21.267
O	2.5212	2.4476	10.8584
O	7.6138	4.8499	21.1803
O	5.2089	7.476	12.5368
O	0.4246	9.0525	12.4737
O	7.5923	1.0383	13.5655
O	7.1087	9.6212	14.7398
O	8.977	5.0004	12.7099
O	8.0931	8.0331	16.9166
O	6.2182	2.575	21.9041
O	2.4533	9.0651	14.0859
O	0.4206	4.4791	11.8633
O	0.8188	8.3163	20.9395
O	9.3793	3.8319	10.3472
O	9.6655	2.3621	12.5155
O	7.6252	8.5675	19.3973
O	2.5482	8.1689	11.3336
O	3.9885	3.0513	15.3631
O	0.8446	4.4963	14.4373
O	10.0542	2.9865	18.9489
O	9.1458	7.781	12.9269
O	10.5143	0.5307	20.0784
O	6.0179	5.0396	11.9067
O	8.152	2.7519	17.012
O	3.5267	5.472	16.715
O	4.6577	9.1488	10.3794
O	1.537	6.6719	13.1593
O	4.7613	5.4862	14.3295
O	2.0424	3.852	20.9283
O	10.5437	1.406	16.9284
O	0.9376	6.07	16.5597
O	7.3389	10.951	21.939
O	5.9272	0.9112	19.9234
O	6.0804	10.0138	12.392
O	2.8534	0.5409	15.5789
O	7.0431	8.0004	10.7454
O	10.2467	8.0172	18.6957
O	3.4549	9.1987	16.5615

Results
free energy: -137022.734 eV
free energy less fixed offsets of B -154.04, O -568.88, Si -635.61 eV per atom: 4.396 eV

Forces (eV/angstrom), in the order of the atoms: element, x, y, z
Si	-0.0199	-0.0349	-0.0687
Si	0.0111	-0.0181	-0.0559
Si	-0.0059	0.0128	-0.0532
Si	0.009	0.0294	-0.0581
Si	0.0276	0.0023	-0.0755
Si	0.0156	-0.0213	-0.0499
Si	-0.0093	0.0066	-0.0917
Si	-0.001	0.0398	-0.0563
Si	-0.0062	0.014	0.0086
Si	-0.0231	-0.0012	0.0305
Si	0.0069	-0.012	0.0228
Si	-0.0199	-0.0005	0.0164
Si	-0.0184	-0.0013	0.0355
Si	0.0023	-0.0069	0.009
Si	0.0033	0.0108	0.0164
Si	-0.003	-0.0054	0.0251
Si	0.0209	-0.002	-0.0074
Si	0.0453	0.0176	-0.0045
Si	-0.011	-0.0156	0.0089
Si	-0.0211	-0.0095	0.0086
Si	0.017	0.0277	0.0113
Si	0.0045	0.0034	0.0305
Si	0.0096	0.0095	0.0099
Si	-0.0079	-0.0049	0.0129
Si	0.0367	0.0263	-0.0173
Si	-0.026	-0.0305	-0.0071
Si	0.0448	-0.0067	0.036
Si	-0.0024	-0.0143	0.0104
Si	-0.0158	-0.0434	-0.0127
Si	0.0169	-0.0164	-0.0226
Si	-0.0503	-0.0545	0.072
Si	0.0049	-0.0019	0.0334
Si	0.0346	-0.0206	-0.0259
Si	-0.0088	-0.0165	-0.003
Si	-0.0163	0.0242	-0.0039
Si	-0.0156	0.0215	-0.0003
Si	-0.0275	0	0.0089
Si	0.0087	0.0022	-0.0075
Si	-0.024	0.0535	-0.0221
Si	-0.0134	0.0178	0.0046
Si	-0.0088	-0.0013	0.0066
Si	0.0164	0	-0.0075
Si	-0.0086	-0.0053	-0.009
Si	0.0085	-0.0062	0.0024
Si	0.0115	-0.0078	-0.0057
Si	-0.0069	-0.0001	0.0024
Si	0.0092	-0.0134	0.0007
Si	-0.011	0.004	-0.0102
Si	-0.0079	-0.0043	-0.0115
Si	-0.0063	-0.0053	-0.0008
Si	-0.0016	0.0213	0.0079
Si	0.0021	-0.0128	-0.0064
Si	0.0024	0.0261	0.0029
Si	0.0127	0.0075	0.0094
Si	0.0124	0.0016	-0.008
Si	-0.0134	0.0111	-0.0125
Si	-0.0058	0.0001	0.0082
Si	0.0105	0.0154	0.0092
Si	0.0141	-0.0728	0.0274
Si	0.0444	0.0325	0.0223
Si	0.0107	-0.0224	0.0123
Si	-0.0485	-0.0432	0.0508
Si	0.0194	-0.0086	0.0136
Si	0.0262	-0.0408	0.0178
Si	-0.0011	0.0392	0.0359
Si	-0.0054	-0.0115	-0.001
Si	-0.0581	0.0417	0.0016
Si	-0.0834	-0.1655	-0.1519
Si	0.2446	0.2757	-0.215
Si	-0.0122	0.0597	0.0115
Si	0.0206	0.0084	-0.0467
Si	0.0612	0.0806	-0.0332
Si	-0.0151	0.0205	-0.0306
Si	0.0049	0.0028	0.0575
Si	-0.0061	0.0081	-0.0162
B	-0.3248	0.1323	0.5628
Si	-0.1022	-0.0484	0.0659
Si	-0.0442	-0.0737	0.0152
Si	-0.0161	0.021	-0.0438
Si	0.001	-0.0492	-0.0316
Si	-0.0157	-0.0141	0.0108
Si	0.0264	0.0527	-0.1185
Si	0.0738	-0.0892	-0.116
Si	0.0307	-0.0026	-0.0558
Si	-0.0369	0.0145	-0.0978
Si	0.1901	-0.0765	-0.1612
Si	0.0611	0.0174	-0.0893
Si	0.0098	-0.0146	-0.0546
Si	-0.0576	0.0308	0.1636
Si	0.0038	-0.0013	0.1818
Si	-0.0652	0.0115	0.0905
Si	0.0455	-0.0326	0.1195
Si	0.043	-0.0573	0.237
Si	-0.0684	-0.0778	0.0615
Si	0.0225	-0.0451	0.0831
Si	0.0104	0.0169	0.2078
O	0.0189	0.0023	-0.0064
O	0.0026	0.0155	-0.0009
O	-0.0018	-0.0015	-0.0075
O	-0.0018	-0.0034	-0.0034
O	0.0136	-0.0275	0.02
O	-0.0269	-0.0603	-0.0947
O	-0.07	0.119	-0.0634
O	0.0356	0.0297	-0.1284
O	-0.0163	0.0216	-0.0287
O	0.0566	-0.0338	-0.0741
O	-0.0387	0.0306	-0.0413
O	0.056	-0.0474	-0.0689
O	-0.043	0.048	-0.0674
O	0.0238	-0.0017	-0.02
O	0.0171	-0.0319	-0.0816
O	0.0129	-0.0246	-0.0522
O	0.0289	-0.0268	0.0246
O	-0.0357	0.0419	0.0338
O	0.0357	-0.0276	0.0366
O	-0.0434	0.0425	0.0282
O	-0.0293	0.0214	0.0208
O	0.0405	-0.0353	0.0459
O	-0.0351	0.0418	0.0465
O	0.0364	-0.0468	0.0222
Si	-0.0006	-0.0013	0.0202
Si	-0.0028	-0.0017	-0.0436
Si	0.0094	-0.0022	-0.0238
Si	0.0105	0.0035	0.0089
Si	0.0119	-0.0039	0.02
Si	0.0026	0.0024	-0.0398
Si	-0.0003	0.001	-0.0232
Si	-0.0026	-0.0038	-0.0479
Si	-0.0093	0.0024	-0.0492
Si	-0.0066	-0.0029	-0.0393
Si	-0.0131	0.0138	0.0068
Si	-0.0017	-0.0093	-0.0137
Si	-0.0489	0.0536	0.0072
Si	-0.001	-0.0124	0.013
Si	-0.004	-0.0007	0.0359
Si	-0.0017	-0.0003	0.0446
Si	-0.0027	0.0027	-0.0093
Si	0.0014	0.0064	-0.0061
Si	-0.0025	-0.003	0.0249
Si	0.0161	0.0215	0.0375
Si	-0.0033	-0.0027	0.0021
Si	-0.0041	0.0017	0.0303
Si	0.0142	-0.0038	-0.0444
Si	-0.0022	0.0089	0.0209
Si	-0.0024	0.0044	-0.0426
Si	0	0.0027	-0.0413
Si	0.0003	0.0042	0.0045
Si	-0.0022	-0.0201	-0.0171
Si	-0.0031	0.0009	0.02
Si	0.0133	-0.0124	-0.025
Si	0.0018	0.0038	-0.0334
Si	0.0002	-0.0054	-0.0055
Si	0.0025	0.0041	-0.0441
Si	0.0072	0.004	-0.0336
Si	0.0008	0.0058	-0.0107
Si	0.0034	-0.0078	0.0239
Si	0.0113	-0.0155	-0.0001
Si	-0.0029	-0.0025	-0.0015
O	-0.0004	0.0013	0.0189
O	-0.0061	0.0124	-0.0113
O	-0.0005	-0.0025	0.002
O	-0.008	0.0022	0.0027
O	-0.0023	0.0017	0.0123
O	-0.0046	-0.0064	-0.0154
O	0.0004	-0.0002	0.0131
O	-0.005	-0.004	-0.0002
O	-0.0102	-0.0042	-0.0239
O	-0.0038	-0.0189	-0.003
O	0.04	0.0116	-0.0024
O	-0.0027	0.0085	0.0235
O	0.002	-0.0029	0.0055
O	-0.0388	-0.0131	0.0141
O	0.0173	0.016	-0.0058
O	-0.0011	-0.0005	0.0084
O	-0.0004	-0.0003	-0.0231
O	-0.0006	0.0046	-0.0117
O	0.0004	-0.0133	0.0292
O	0.0063	-0.0097	0.0301
O	0.0005	-0.0173	-0.0018
O	-0.0057	0.0032	-0.0214
O	-0.0012	-0.0002	0.0049
O	-0.0002	0.0026	-0.0076
O	-0.0035	-0.002	-0.0208
O	0.0019	0.0017	-0.0007
O	0.0073	-0.0067	-0.0062
O	-0.0243	-0.008	-0.004
O	0.0028	0.0086	-0.0044
O	-0.0009	0.01	0.0086
O	0.0101	0.0179	0.007
O	0.0069	0.018	-0.0411
O	-0.007	-0.0197	0.0076
O	0.0001	0.008	0.0227
O	-0.0038	-0.0008	0.0291
O	0.0022	0.003	0.0218
O	-0.0004	0.001	0.0086
O	0.0051	-0.0131	0.0209
O	0.0058	-0.0078	0.0062
O	0.0017	0.0174	-0.0193
O	0.0012	-0.0035	0.0121
O	-0.0064	-0.0024	0.0338
O	0.0072	0.0164	0.0104
O	-0.0317	-0.019	-0.0131
O	0.0029	0.0109	0.0251
O	-0.0119	0.0007	-0.0181
O	0.0224	0.007	-0.0128
O	-0.0012	0.0004	0.0082
O	0.0036	0.0012	0.0119
O	0.0024	-0.0082	0.0016
O	0.0027	0.0112	0.0211
O	-0.0023	0.0043	-0.0228
O	0.0008	-0.0201	0.0184
O	0.0023	-0.0006	-0.0011
O	-0.0046	0.0035	0.002
O	-0.0232	-0.0044	0.0161
O	0.0021	0.0019	0.0277
O	-0.0003	0.0038	0.0135
O	-0.0191	0.0053	0.0082
O	-0.0017	0.0068	-0.0021
O	-0.0005	-0.0017	-0.0018
O	-0.0013	-0.0202	-0.02
O	0.0208	0.0009	-0.0065
O	-0.0053	-0.0141	0.0183
O	0.001	-0.0016	0.0048
O	0.031	0.0044	0.0002
O	0.0091	0.0029	-0.0152
O	0.0031	-0.0014	0.0061

The program warned: the cutoff lies below the one the program advises for these potential files; the exchange-correlation potential is rough where the density is thin.
